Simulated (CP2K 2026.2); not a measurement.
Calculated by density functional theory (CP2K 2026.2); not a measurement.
Periodic cell of 542 atoms, Si316O206N20, from a study of silicon, its oxide and their interface. The atomic structure is a simulated model.
Doubt: the forces sum to 0.97 eV/angstrom along one axis rather than to zero, so they err by at least 0.0018 eV/angstrom per atom on average; the grid cutoff is modest.

Settings: functional PBE; method Gaussian and plane waves; basis set DZVP-MOLOPT-SR-GTH; pseudopotentials GTH-PBE; grid cutoff 350 Ry, relative cutoff 50 Ry; k points Gamma only; occupations fixed; spin none; net charge 0.

Cell vectors (angstrom)
a	16.3305	0	0
b	0	16.3305	0
c	0	0	33.7436

Atoms and the computed forces on them: element, x, y, z (angstrom), force x, y, z (eV/angstrom)
Si	15.674	0.293	33.432	0.288	-0.161	0.728
Si	2.311	2.826	0.35	0.04	-0.2	0.591
Si	0.191	5.115	0.602	0.061	0.054	0.597
Si	2.493	8.223	33.58	0.404	-0.344	0.585
Si	0.469	10.714	33.743	-0.35	0.327	0.764
Si	2.664	14.081	33.422	0.131	-0.235	0.664
Si	5.899	15.878	33.663	-0.054	0.2	0.486
Si	8.611	2.502	33.66	-0.192	0.161	0.818
Si	5.173	5.351	0.27	0.213	0.009	0.815
Si	8.005	8.331	0.113	-0.156	0.033	0.595
Si	5.847	10.455	33.685	0.071	0.02	0.619
Si	8.225	13.65	0.348	0.185	-0.2	0.146
Si	10.46	16.294	0.013	0.438	-0.109	0.711
Si	13.774	2.768	0.194	-0.24	0.108	0.457
Si	11.704	5.105	33.433	0.075	-0.074	0.811
Si	12.948	9.148	33.656	0.28	-0.271	0.725
Si	10.557	11.276	0.505	-0.345	0.23	0.193
Si	13.343	13.251	0.137	0.004	0.41	0.684
Si	1.075	1.156	1.327	-0.055	-0.094	0.029
Si	3.982	3.917	1.61	-0.014	-0.01	-0.043
Si	1.442	6.833	1.474	0.014	-0.001	-0.061
Si	4.181	9.337	1.21	-0.037	0.013	-0.046
Si	1.466	12.477	1.182	0.06	-0.047	-0.08
Si	4.266	14.839	1.266	-0.109	0.08	-0.108
Si	6.88	1.367	1.175	0.038	-0.018	-0.094
Si	9.857	4.091	1.12	0.048	0.05	-0.051
Si	6.703	6.797	1.378	-0.006	0.076	-0.065
Si	9.393	9.543	1.539	0.018	-0.083	0.013
Si	6.792	12.126	1.357	-0.099	-0.032	-0.055
Si	9.47	15.025	1.705	0.062	0.082	-0.069
Si	12.173	1.302	1.19	-0.053	0.006	-0.072
Si	14.97	3.939	1.805	-0.06	-0.086	0.059
Si	12.302	7.001	1.046	0.024	0.038	-0.013
Si	14.94	9.723	1.197	-0.023	0.021	-0.116
Si	12.112	12.32	1.836	0.033	-0.042	0.026
Si	14.744	14.938	1.128	0.002	-0.048	-0.083
Si	0.017	2.521	2.961	0.023	-0.017	0.023
Si	2.728	16.24	2.556	-0.064	-0.051	0.004
Si	16.231	8.223	2.618	0.033	0.004	0.013
Si	2.741	5.452	2.876	-0.016	-0.017	0.053
Si	16.276	13.676	2.547	-0.024	-0.032	-0.019
Si	2.827	10.938	2.507	0.052	0.053	-0.022
Si	5.508	2.583	2.705	0.029	-0.024	0.035
Si	8.091	0.144	2.818	-0.037	0.027	0.064
Si	5.4	8.109	2.807	0	-0.011	0.055
Si	8.284	5.407	2.506	0.021	-0.038	-0.009
Si	5.478	13.51	2.729	0.067	0.036	0.045
Si	8.073	10.88	2.876	-0.065	-0.057	0.073
Si	10.929	2.696	2.664	-0.031	-0.01	0.04
Si	13.52	16.307	2.639	0.042	0.006	-0.004
Si	10.914	8.138	2.649	-0.008	-0.022	0.028
Si	13.56	5.595	2.68	-0.043	0.005	-0.023
Si	10.823	13.733	3.07	-0.039	0.016	-0.006
Si	13.671	10.907	2.826	-0.01	-0.037	0.061
Si	1.37	4.03	4.17	0.006	0.001	0.002
Si	4.068	1.27	4.02	-0.015	-0.023	-0.003
Si	1.363	9.601	3.908	-0.032	-0.018	-0.061
Si	4.099	6.778	4.207	-0.01	0.033	0.051
Si	1.351	14.944	3.984	0.001	0.041	-0.049
Si	4.088	12.191	4.057	0.005	-0.052	0.009
Si	6.888	4.058	3.965	0.013	-0.008	-0.034
Si	9.535	1.445	4.119	0.018	-0.029	0.02
Si	6.735	9.495	4.174	-0.013	0.012	0.035
Si	9.535	6.769	3.995	-0.003	0.04	0.009
Si	6.778	14.975	4.079	-0.019	-0.021	0.002
Si	9.456	12.241	4.23	0.025	-0.037	-0.045
Si	12.236	4.129	4.023	0.03	0.013	-0.053
Si	14.873	1.238	4.161	0.005	-0.019	0.012
Si	12.275	9.479	4.074	0.042	-0.034	-0.029
Si	14.968	6.846	4.064	0.039	-0.017	0.042
Si	12.27	15.082	4.229	0.028	0.075	0.04
Si	15.018	12.335	4.073	-0.042	0.068	0.026
Si	0.003	16.262	5.441	0.002	-0.002	0.001
Si	2.78	2.672	5.452	-0.004	0	0.002
Si	16.298	5.438	5.433	-0.027	0.001	0.004
Si	2.67	8.215	5.391	0.005	0.005	-0.005
Si	0.048	10.924	5.379	0.001	0.006	-0.003
Si	2.708	13.584	5.37	-0.013	-0.03	-0.021
Si	5.404	16.291	5.442	0.011	-0.006	0
Si	8.168	2.767	5.467	0.018	-0.012	0.006
Si	5.526	5.386	5.434	0.023	0.008	0.002
Si	8.187	8.115	5.416	-0.002	0.002	0.008
Si	5.404	10.886	5.492	0.001	0.025	0.014
Si	8.109	13.646	5.508	-0.009	0.024	0.007
Si	10.87	0.095	5.526	-0.024	0.024	0.031
Si	13.564	2.74	5.425	0.007	0.026	-0.008
Si	10.857	5.428	5.418	-0.031	-0.013	-0.018
Si	13.613	8.147	5.459	0.005	-0.003	0.011
Si	10.902	10.848	5.456	0.014	-0.041	0.002
Si	13.648	13.654	5.488	0.016	-0.02	-0.007
Si	1.365	1.323	6.787	-0.031	-0.008	-0.001
Si	4.138	4.04	6.809	0.024	-0.035	0.005
Si	1.35	6.811	6.765	-0.028	0.002	-0.002
Si	4.04	9.523	6.8	-0.009	0.04	0.001
Si	1.379	12.259	6.773	0.019	0.007	-0.004
Si	4.061	14.933	6.777	0.001	0.009	-0.008
Si	6.785	1.362	6.786	-0.007	0.013	-0.012
Si	9.528	4.099	6.836	-0.004	0.015	0.006
Si	6.861	6.759	6.813	0.01	-0.005	0.004
Si	9.535	9.48	6.805	0.007	-0.013	-0.001
Si	6.764	12.265	6.841	-0.017	-0.019	-0.004
Si	9.502	15.004	6.835	0.019	-0.018	-0.014
Si	12.228	1.447	6.872	-0.039	0.001	-0.006
Si	14.93	4.082	6.791	0.023	-0.003	0.005
Si	12.228	6.781	6.786	0.025	-0.008	-0.007
Si	14.998	9.54	6.747	-0.013	-0.031	-0.011
Si	12.258	12.254	6.794	0.011	0.017	0.005
Si	14.994	14.986	6.874	0.025	0.003	0.008
Si	16.307	2.706	8.115	0.019	0.021	-0.003
Si	2.745	16.301	8.151	0.006	-0.022	-0.005
Si	16.325	8.162	8.136	0.012	-0.001	0.008
Si	2.731	5.433	8.122	0.015	0.02	-0.013
Si	0.054	13.623	8.16	-0.035	-0.003	0.017
Si	2.721	10.912	8.149	-0.009	-0.007	0.007
Si	5.467	2.7	8.214	-0.003	0.009	0.018
Si	8.141	0.029	8.192	0.028	-0.009	0.005
Si	5.462	8.16	8.098	-0.022	0.006	-0.013
Si	8.196	5.417	8.227	0.02	-0.001	0.016
Si	5.43	13.644	8.194	-0.01	-0.023	0.012
Si	8.164	10.88	8.13	0.004	0.03	-0.012
Si	10.864	2.768	8.246	0.009	0.015	0.009
Si	13.608	0.063	8.198	0.01	0.031	-0.007
Si	10.895	8.125	8.182	-0.02	-0.001	0.012
Si	13.552	5.42	8.168	-0.021	-0.028	0.014
Si	10.874	13.619	8.156	0.004	-0.003	0
Si	13.632	10.874	8.123	0.018	0.02	0.004
Si	1.338	4.047	9.469	0.001	-0.019	-0.017
Si	4.091	1.317	9.546	-0.002	-0.007	-0.015
Si	1.381	9.524	9.477	0.011	0.022	0.007
Si	4.127	6.802	9.455	0.016	-0.022	-0.01
Si	1.411	14.97	9.542	-0.015	-0.016	0.001
Si	4.071	12.277	9.513	-0.039	-0.008	0.002
Si	6.839	4.048	9.592	-0.005	-0.012	0.022
Si	9.5	1.381	9.569	0.003	0.022	-0.02
Si	6.812	9.521	9.483	0.026	0.008	-0.016
Si	9.581	6.748	9.585	0.019	-0.02	0.024
Si	6.793	15.009	9.58	-0.018	0.014	0.018
Si	9.499	12.248	9.51	0.024	-0.036	-0.024
Si	12.222	4.106	9.627	-0.034	-0.002	0.009
Si	14.964	1.43	9.579	0.013	0.034	0.009
Si	12.244	9.539	9.504	0.036	0.023	0.01
Si	14.928	6.795	9.475	-0.004	0.009	-0.01
Si	12.214	15.013	9.509	-0.037	-0.02	0.003
Si	15.017	12.239	9.442	0.025	0.001	-0.014
Si	0.068	0.06	10.845	-0.013	0.004	0.003
Si	2.689	2.678	10.847	-0.005	-0.008	0.011
Si	16.255	5.382	10.807	0.007	-0.026	-0.002
Si	2.793	8.181	10.801	-0.022	0.045	0.031
Si	0.064	10.926	10.819	-0.03	-0.019	-0.013
Si	2.743	13.597	10.941	0.022	0.01	0.004
Si	5.434	0.01	11	0.021	0.024	-0.003
Si	8.147	2.654	11.007	-0.003	0.01	0.03
Si	5.476	5.484	10.862	0.001	-0.014	-0.009
Si	8.186	8.144	10.824	-0.018	0.016	-0.025
Si	5.463	10.929	10.81	-0.035	0.012	0.015
Si	8.187	13.633	10.903	-0.004	-0.02	0.007
Si	10.87	0.049	10.929	0.014	-0.026	-0.015
Si	13.598	2.788	11.011	-0.015	-0.012	-0.007
Si	10.877	5.402	11.076	-0.003	-0.014	0.047
Si	13.609	8.178	10.851	0.01	-0.008	0.014
Si	10.841	10.88	10.872	-0.009	0.031	0.024
Si	13.617	13.588	10.726	0.015	-0.001	-0.028
Si	1.36	1.386	12.335	-0.014	0.007	-0.039
Si	4.068	4.089	12.1	0.01	0.013	-0.029
Si	1.35	6.766	11.993	0.027	-0.021	-0.049
Si	4.174	9.56	12.182	0.011	-0.024	-0.035
Si	1.453	12.157	12.287	-0.016	-0.034	0.012
Si	4.065	14.963	12.341	-0.026	-0.024	-0.006
Si	6.777	1.335	12.451	-0.001	-0.016	-0.008
Si	9.477	3.945	12.447	0.054	0.001	-0.004
Si	6.883	6.824	12.237	0.006	0	0.008
Si	9.481	9.466	12.239	0.023	0.002	-0.018
Si	6.763	12.296	12.219	0.024	0.011	-0.025
Si	9.51	15.026	12.298	0.007	0.005	-0.011
Si	12.259	1.352	12.338	0.007	0.029	0.026
Si	14.923	4.207	12.406	0	0.051	0.012
Si	12.296	6.872	12.317	-0.053	-0.031	-0.001
Si	15.016	9.587	12.111	-0.027	0.021	-0.045
Si	12.24	12.311	12.114	0.009	0.015	-0.043
Si	15.042	14.905	12.004	0.018	-0.005	-0.031
Si	16.301	2.811	13.72	0.017	-0.021	0.051
Si	2.725	16.294	13.742	0.019	0.054	0.021
Si	0.203	8.273	13.293	-0.043	0.027	0.045
Si	2.681	5.47	13.368	0.002	-0.012	0.021
Si	16.325	13.569	13.427	0.004	0.014	0.072
Si	2.89	10.831	13.686	0.014	0.043	0.046
Si	5.37	2.88	13.622	0.012	-0.007	0.038
Si	8.063	16.135	13.829	-0.085	-0.033	0.062
Si	5.59	8.278	13.557	0.02	0.038	0.026
Si	8.058	5.402	13.715	0.006	-0.054	0.005
Si	5.401	13.569	13.692	-0.001	-0.023	0.098
Si	8.087	10.88	13.508	-0.018	0.008	0.052
Si	10.909	2.584	13.868	-0.028	0.01	-0.009
Si	13.791	16.236	13.411	0.017	-0.004	0.029
Si	10.818	8.102	13.672	0.01	-0.046	0.032
Si	13.703	5.755	13.852	0.029	0.056	0.016
Si	11.043	13.782	13.557	0.043	-0.001	0.029
Si	13.547	10.865	13.411	-0.013	-0.02	0.018
Si	1.582	4.079	14.902	-0.41	0.258	-0.708
Si	3.75	1.784	14.871	0.334	-0.445	-0.779
Si	1.874	9.057	14.786	0.015	0.105	-0.697
Si	4.061	6.88	14.566	0.048	0.02	-0.457
Si	1.125	14.976	14.902	0.199	-0.042	-0.678
Si	4.415	11.968	15.096	-0.186	0.042	-0.719
Si	6.192	4.639	15.044	0.193	-0.16	-0.809
Si	9.335	1.177	15.21	0.394	-0.1	-0.658
Si	6.688	9.775	15.087	0.092	-0.133	-0.696
Si	9.71	6.446	14.998	-0.056	0.21	-0.78
Si	6.535	14.815	15.325	0.269	0.091	-0.792
Si	9.738	12.143	14.498	-0.132	0.204	-0.748
Si	12.102	4.377	14.952	0.012	-0.028	-0.719
Si	15.338	0.954	14.814	0.027	0.204	-0.798
Si	11.93	9.831	14.773	0.34	-0.358	-0.733
Si	15.263	7.493	15.02	-0.444	-0.29	-0.699
Si	12.794	14.772	14.93	-0.294	0.109	-0.743
Si	14.747	12.383	14.659	0.024	-0.028	-0.74
Si	15.447	4.345	18.962	-0.128	-0.128	-0.224
Si	5.332	0.807	17.204	0.132	-0.034	-0.207
Si	16.291	6.909	28.889	0.051	-0.069	0.071
Si	3.696	0.851	19.815	0.002	-0.021	-0.269
Si	14.914	10.365	26.521	-0.033	0.058	0.071
Si	8.345	0.178	22.443	-0.124	0.04	-0.084
Si	15.877	11.195	21.343	0.106	-0.023	-0.18
Si	9.478	15.612	17.866	-0.237	-0.107	-0.236
Si	4.954	13.247	27.069	-0.172	0.059	0.067
Si	12.224	7.955	21.762	0.159	0.082	-0.416
Si	13.287	9.955	30.63	-0.285	0.101	0.362
Si	12.815	11.759	28.423	-0.269	0.051	0.417
Si	13.52	0.43	17.115	-0.058	-0.077	-0.217
Si	2.206	10.643	23.786	0.095	-0.013	-0.141
Si	11.965	10.522	17.69	-0.096	0.012	-0.37
Si	1.745	3.932	25.288	-0.111	0.143	-0.02
Si	10.748	8.165	19.063	-0.155	-0.073	-0.091
Si	11.138	3.81	24.395	-0.126	0.241	-0.242
Si	3.252	0.551	32.217	0.32	-0.264	0.208
Si	2.401	12.191	21.157	-0.094	-0.125	-0.138
Si	0.663	5.945	17.131	0.091	0.038	-0.185
Si	10.718	13.65	32.331	-0.121	-0.081	0.442
Si	8.733	3.309	25.909	0.085	0.078	-0.014
Si	1.136	10.735	18.829	-0.169	0.148	-0.064
Si	10.693	8.129	26.52	0.038	0.165	-0.011
Si	11.347	5.334	19.164	0.015	0.129	-0.179
Si	9.143	3.558	19.584	-0.062	-0.034	-0.12
Si	12.938	5.998	23.683	0.15	-0.245	0.042
Si	1.174	9.298	27.617	-0.015	-0.099	0.079
Si	9.713	12.746	17.403	0.065	0.016	-0.037
Si	13.807	5.648	21.121	0.029	0.064	-0.049
Si	1.549	2.691	22.761	-0.119	-0.009	-0.125
Si	15.567	16.18	19.359	-0.009	-0.035	-0.213
Si	14.484	10.788	18.985	0.144	0.163	-0.227
Si	15.883	10.066	16.457	-0.132	-0.211	-0.114
Si	10.433	11.441	30.311	0.112	-0.11	0.276
Si	1.41	4.497	28.053	-0.004	0.091	0.122
Si	9.03	0.191	25.5	0.1	0.073	0.047
Si	10.557	0.947	20.334	0.016	0.005	-0.206
Si	5.5	9.529	21.317	0.001	0.07	-0.101
Si	5.482	0.978	22.387	0.009	0.015	-0.033
Si	13.447	3.216	22.876	0.175	0.202	0.011
Si	2.813	15.657	26.553	-0.027	-0.114	0.238
Si	2.773	8.31	22.127	-0.012	0.005	-0.151
Si	9.486	7.58	21.798	0.089	0.073	-0.169
Si	11.975	0.258	26.811	0.019	-0.183	0.118
Si	1.375	7.849	19.417	-0.014	0.012	-0.208
Si	1.868	14.713	19.816	-0.042	-0.006	-0.3
Si	14.047	0.737	24.413	0.118	0.104	-0.076
Si	4.36	3.613	22.797	0.048	-0.117	0.117
Si	6.766	10.002	24.145	-0.089	-0.028	-0.084
Si	0.627	4.853	30.745	-0.007	0.002	0.309
Si	6.909	5.218	27.435	0.004	0.172	0.032
Si	3.575	6.148	24.343	-0.192	-0.084	0.026
Si	8.562	5.278	23.585	0.204	-0.032	-0.002
Si	7.954	10.048	31.416	-0.002	-0.017	0.513
Si	9.225	4.004	28.759	-0.074	0.019	0.058
Si	6.969	7.275	19.977	0.156	-0.033	-0.189
Si	15.84	14.88	30.718	0.054	0.064	0.217
Si	4.258	5.498	28.822	0	0.078	0.515
Si	8.324	7.252	31.111	-0.038	0.045	0.3
Si	3.222	6.105	31.746	0.127	0.157	-0.07
Si	14.028	14.693	28.218	0.1	-0.04	0.186
Si	5.014	7.502	26.79	0.167	-0.164	0.258
Si	15.132	11.989	31.819	-0.052	0.068	0.112
Si	8.208	8	17.332	-0.042	0.116	-0.331
Si	7.213	13.671	18.097	0.006	0.117	-0.096
Si	14.506	5.202	32.27	-0.38	-0.274	0.174
Si	5.865	0.303	30.768	-0.357	0.113	0.286
Si	12.495	5.616	26.5	-0.066	-0.027	-0.102
Si	14.659	7.359	25.557	0.007	0.112	0.095
Si	16.045	15.025	25.699	0	0.085	0.162
Si	15.948	12.143	24.324	-0.096	0.004	-0.028
Si	7.554	2.868	16.998	-0.171	-0.011	-0.128
Si	5.353	12.423	20.358	0.073	0.09	-0.318
Si	3.398	11.277	28.636	0.121	0.322	0.132
Si	13.502	0.745	21.482	-0.004	0.027	-0.149
Si	10.872	9.472	23.691	-0.001	0.016	-0.116
Si	3.441	0.082	29.447	0.039	-0.124	0.097
Si	13.584	7.059	29.953	-0.007	0.106	0.36
Si	12.9	3.176	17.649	0.074	-0.004	-0.151
Si	7.602	2.723	30.833	-0.029	0.057	0.278
Si	7.5	13.97	25.352	0.078	0.003	0.17
Si	11.422	3.007	27.075	-0.069	0.106	0.236
Si	14.918	8.503	20.611	0.012	-0.075	0.02
Si	7.751	7.441	25.741	-0.048	-0.032	0.179
Si	1.072	2.293	19.844	0.141	-0.109	-0.023
Si	10.869	5.834	30.424	0.068	0.08	0.44
Si	9.198	11.565	24.834	0.129	0.021	0.086
Si	5.255	14.112	29.967	-0.253	0.279	0.155
Si	6.319	14.53	22.508	0.011	0.045	-0.264
Si	10.296	10.837	27.542	-0.015	0.024	0.197
Si	4.467	10.454	25.969	0.014	0.18	0.248
Si	5.386	11.394	30.941	0.021	-0.172	0.128
Si	1.203	6.741	26.164	0.137	-0.141	0.173
Si	5.974	5.1	31.183	-0.241	0.121	0.14
Si	3.364	1.559	24.462	0.124	-0.131	0.043
Si	2.451	13.168	17.227	0.024	0.046	-0.337
Si	2.408	13.743	30.378	0.076	0.094	0.163
Si	6.793	4.43	21.313	0.223	0.117	-0.154
O	12.679	15.497	27.793	-0.433	-0.199	-0.094
O	15.268	13.498	31.319	-0.186	0.059	-0.106
O	14.022	9.356	19.576	-0.356	-0.283	0.166
O	7.134	6.193	30.943	0.071	0.193	-0.466
O	8.576	2.764	29.565	0.314	-0.455	-0.414
O	3.031	2.937	25.268	0.508	0.21	0.431
O	0.737	3.935	29.41	-0.109	-0.715	-0.069
O	2.653	7.633	32.016	-0.294	0.32	-0.735
O	6.346	3.683	30.51	-0.248	-0.274	-0.621
O	2.779	0.148	27.979	-0.202	0.488	-0.2
O	5.228	12.982	31.1	-0.093	0.354	0.487
O	2.639	0.733	30.705	-0.585	0.48	-0.263
O	11.797	3.223	23.035	-0.249	-0.012	-0.471
N	4.704	2.038	23.489	0.166	0.06	0.124
O	4.811	1.193	20.921	0.307	0.21	-0.101
O	9.648	6.867	30.309	0.029	0.439	-0.435
N	9.717	12.726	33.426	-0.14	-0.042	0.103
O	1	14.529	30.155	0.262	0.357	-0.601
N	9.798	3.481	27.266	0.012	0.045	-0.124
O	3.494	0.294	25.439	0.363	-0.12	-0.182
N	13.23	4.213	33.006	0.093	0.096	-0.2
N	2.194	5.621	25.269	0.087	-0.033	0.014
O	14.753	1.647	33.182	-0.019	0.009	-0.337
O	2.821	3.58	22.27	-0.127	0.279	-0.585
N	6.615	6.823	26.869	0.108	0.044	0.151
O	15.521	5.928	33.315	-0.066	0.785	-0.115
O	12.973	0.407	25.556	-0.059	0.077	-0.004
O	4.503	10.797	29.737	0.059	-0.424	-0.326
O	9.15	7.691	26.474	-0.106	-0.182	0.192
O	11.2	8.706	25.087	0.453	-0.196	-0.034
O	5.545	10.858	15.59	-0.118	0.107	0.256
O	7.827	3.481	20.511	-0.233	-0.313	0.043
O	0.119	6.837	15.911	0.3	-0.134	-0.051
N	1.08	11.288	20.487	0.085	-0.001	0.102
O	13.74	13.492	15.348	-0.013	-0.056	0.536
O	3.936	9.351	21.676	-0.309	0.406	0.198
O	10.172	0.052	19.066	0.378	0.154	0.112
O	10.31	14.237	17.621	0.524	-0.009	0.077
O	14.881	8.863	15.911	-0.398	-0.034	0.073
N	15.914	10.46	18.127	-0.047	0.024	0.08
O	8.391	12.572	18.329	0.011	-0.439	0.575
O	5.053	5.801	15.375	-0.129	-0.154	0.441
O	3.24	7.095	23.076	0.003	-0.251	0.031
O	9.379	6.088	22.442	0.137	-0.29	-0.234
O	15.515	9.622	21.643	0.016	-0.202	0.416
O	8.921	6.955	16.33	0.014	0.095	0.492
O	10.291	2.502	19.998	0.356	0.161	0.293
O	9.044	16.318	23.89	0.142	-0.004	0.013
O	9.832	5.029	19.677	-0.195	0.255	0.331
O	9.552	0.61	21.519	-0.152	-0.165	0.368
O	9.603	8.696	22.994	-0.382	-0.066	0.393
O	8.215	7.821	20.844	0.118	0.388	-0.131
O	11.71	4.108	18.188	-0.243	-0.256	-0.042
O	14.264	3.352	18.5	0.177	-0.39	0.306
O	0.089	16.165	15.369	-0.055	-0.003	0.584
O	7.197	7.269	18.366	-0.322	-0.421	0
O	1.275	15.289	26.151	-0.062	0.137	0.121
O	12.237	9.639	16.361	0.359	-0.608	0.241
O	6.645	1.669	17.595	0.064	-0.018	0.307
O	13.803	2.354	21.549	0.033	0.425	-0.505
O	0.297	14.958	19.457	-0.238	-0.353	-0.158
O	4.446	7.033	25.356	-0.008	0.289	-0.241
O	1.064	9.613	16.088	0.259	0.152	0.453
O	0.561	3.659	19.162	0.517	0.238	-0.192
O	13.883	7.216	24.164	-0.251	0.532	-0.34
O	9.37	8.585	18.297	-0.129	0.499	-0.017
O	11.833	6.756	22.789	-0.596	-0.309	-0.043
O	6.748	14.011	23.942	-0.289	-0.15	-0.005
O	5.715	15.966	16.154	-0.434	0.299	0.185
O	14.475	1.31	16.142	-0.187	0.395	0.467
O	14.525	11.007	30.702	0.335	-0.083	-0.624
O	6.609	5.792	20.471	-0.04	-0.192	-0.073
O	14.138	2.367	24.124	0.138	0.351	0.41
O	14.831	11.377	25.241	-0.57	0.243	-0.269
O	6.64	4.116	16.53	-0.198	0.072	0.443
O	2.963	7.91	15.31	0.158	-0.014	0.131
O	1.202	3.973	33.692	-0.088	0.152	-0.431
O	12.549	1.583	17.745	-0.465	-0.019	0.393
O	1.876	9.283	18.839	0.463	-0.096	-0.37
O	2.642	14.152	18.496	0.32	0.169	0.12
O	10.527	11.035	24.035	0.44	0.495	-0.177
O	7.325	4.588	22.823	-0.401	-0.151	0.622
O	15.62	5.428	17.794	-0.404	0.268	-0.11
N	13.781	7.394	21.231	0.087	0.067	0.119
O	15.513	11.475	15.762	0.114	0.128	0.203
O	5.325	3.8	21.514	-0.191	-0.045	-0.283
O	11.64	9.472	18.843	0.266	-0.02	0.474
O	13.313	11.346	18.045	0.118	0.413	-0.23
O	7.942	15.148	18.279	-0.44	0.31	0.29
O	2.568	13.317	31.961	-0.164	-0.376	-0.025
N	10.82	7.882	20.751	0.001	-0.014	0.098
O	12.122	6.471	29.656	-0.07	-0.04	-0.587
N	13.806	4.897	22.677	0.201	-0.008	0.048
O	13.517	0.142	22.989	-0.16	-0.408	0.186
O	13.5	13.211	28.639	0.28	-0.118	0.28
O	16.135	7.803	19.823	-0.151	-0.246	0.019
O	6.338	13.297	26.25	0.162	-0.389	0.049
O	9.508	1.187	33.268	0.127	0.064	-0.226
O	2.523	2.794	15.123	0.039	0.014	0.151
O	9.576	0.247	16.555	0.254	-0.061	0.043
O	11.566	11.849	27.377	0.049	0.277	-0.466
O	1.85	11.801	17.84	0.263	-0.125	0.014
O	1.542	14.009	16.162	-0.247	0.115	0.322
O	1.777	9.28	22.989	-0.423	-0.204	0.269
O	12.62	15.672	16.301	-0.466	-0.023	0.441
O	11.336	6.777	18.408	0.098	0.063	-0.435
O	0.168	1.151	19.154	0.075	0.167	-0.306
O	13.02	3.696	16.121	0.411	-0.149	-0.046
O	5.675	13.351	21.637	0.118	0.008	0.153
O	12.068	0.587	20.759	0.147	-0.116	-0.4
O	10.876	5.373	15.459	0.161	-0.255	0.483
O	2.174	7.594	20.801	0.212	-0.534	0.268
O	1.923	13.737	21.102	-0.038	0.232	0.524
O	8.331	2.387	15.663	-0.117	0.3	-0.542
O	4.163	6.936	28.061	-0.276	0.496	-0.063
O	8.888	13.129	25.116	0.402	0.25	0.071
N	4.454	5.697	30.561	-0.082	0.044	-0.118
O	5.921	10.923	20.594	0.485	-0.161	-0.228
O	0.306	8.468	28.711	-0.094	0.366	0.413
O	14.679	16.319	20.695	0.111	-0.2	0.415
O	3.752	12.165	20.242	-0.219	-0.17	-0.571
O	6.765	13.707	16.525	-0.049	-0.64	-0.042
O	9.257	10.913	26.32	-0.327	-0.366	0.069
O	1.558	6.728	18.24	0.335	-0.083	0.195
O	7.098	1.24	22.437	0.05	0.597	-0.022
N	4.177	11.705	27.127	-0.154	-0.046	-0.129
O	7.676	15.141	21.846	0.142	-0.301	-0.287
O	15.104	14.705	26.994	0.204	-0.036	-0.202
O	0.7	2.354	21.439	-0.672	0.112	0.264
O	14.799	11.753	20.247	-0.198	0.428	0.074
O	12.132	9.335	22.649	0.519	0.62	0.155
O	6.294	9.431	22.719	0.19	-0.159	0.155
O	0.998	11.353	24.57	0.191	-0.096	0.613
O	10.812	10.993	14.864	-0.199	-0.174	-0.057
O	8.66	3.288	18.07	0.434	0.263	0.057
O	5.995	13.213	19.07	-0.37	-0.13	0.012
O	15.083	5.099	20.329	0.238	0.183	0.247
O	0.837	3.531	23.978	-0.445	0.256	0.093
O	8.482	1.709	25.737	-0.092	-0.121	0.201
O	14.832	15.308	29.516	-0.335	0.469	-0.05
O	15.721	12.04	22.709	-0.1	0.431	-0.119
N	7.27	9.669	32.999	0.036	0.088	-0.174
O	8.139	5.179	28.503	0.134	0.509	-0.043
N	9.439	4.077	24.476	0.007	-0.073	-0.04
O	4.546	0.343	18.528	-0.128	-0.439	0.305
O	15.917	15.989	31.92	-0.037	0.112	-0.523
O	3.829	14.383	26.693	-0.083	-0.206	0.12
O	7.431	9.112	16.407	-0.057	-0.07	0.525
O	2.72	11.735	22.681	0.325	0.295	0.039
O	5.79	8.313	20.303	-0.498	0.19	-0.318
O	9.154	12.697	15.897	-0.279	-0.008	0.098
O	12.386	4.278	27.413	0.433	-0.173	0.453
O	11.903	1.616	27.732	0.212	0.032	0.701
N	12.089	10.989	29.901	0.046	-0.054	-0.254
O	4.288	1.704	16.398	-0.311	0.31	0.522
O	15.432	16.321	24.893	0.232	0.297	-0.355
O	5.659	10.849	24.954	0.06	0.591	-0.087
O	12.441	5.268	20.338	-0.17	-0.146	0.238
O	2.053	4.987	31.522	0.005	-0.236	0.259
O	5.555	4.76	28.189	-0.117	-0.483	0.139
O	13.951	10.834	27.734	0.173	-0.422	0.196
O	7.134	14.758	33.336	-0.011	-0.039	-0.466
O	5.249	15.736	22.731	-0.392	-0.136	0.505
O	0.13	10.364	27.007	0.235	0.533	-0.252
O	13.901	6.435	31.426	-0.119	0.376	0.22
O	9.528	10.548	31.374	0.274	-0.103	0.15
O	7.145	1.205	31.032	0.407	-0.448	-0.129
O	4.907	0.815	29.544	0.279	0.513	-0.546
O	10.835	9.307	27.624	0.18	-0.3	0.277
O	11.712	10.253	33.584	-0.001	0.004	-0.348
O	4.868	9.114	26.8	-0.196	-0.034	0.334
O	12.311	13.584	32.657	0.253	0.347	-0.309
O	16.022	13.702	24.751	-0.107	-0.007	-0.093
O	11.43	2.658	25.489	-0.144	-0.585	-0.206
O	0.462	6.417	30.339	0.071	0.454	0.167
O	2.539	12.464	29.374	-0.182	-0.108	-0.39
O	0.192	11.313	32.245	0.128	0.018	-0.413
O	14.489	16	18.161	-0.092	-0.525	0.203
O	5.536	13.434	28.562	0.225	-0.153	-0.218
O	7.357	4.113	26.298	-0.295	-0.238	-0.442
O	6.404	15.181	30.31	0.559	-0.238	-0.05
O	3.798	12.722	16.423	0.253	0.275	0.396
O	11.1	5.526	31.988	-0.278	0.13	-0.265
O	6.972	11.126	30.738	0.244	0.577	-0.195
O	3.236	10.229	24.947	-0.216	-0.564	0.151
O	2.993	4.594	28.41	-0.039	-0.343	-0.358
O	1.074	3.613	26.737	-0.271	-0.444	-0.046
O	7.953	15.396	25.996	-0.225	0.096	0.608
O	5.99	4.722	32.76	0.258	-0.371	-0.03
O	2.685	16.016	20.284	0.012	-0.085	0.582
N	3.686	14.793	29.932	-0.022	-0.005	-0.004
O	3.892	6.006	33.232	-0.138	0.332	0.084
O	14.485	8.85	26.137	-0.456	-0.096	-0.055
O	11.531	6.83	26.964	0.022	-0.144	0.444
O	8.303	3.195	32.211	0.18	0.54	-0.198
O	1.455	4.739	16.397	0.193	0.047	0.65
O	10.464	4.483	29.665	0.268	-0.353	0.007
N	0.794	6.045	27.682	-0.099	-0.031	-0.167
O	7.991	11.008	23.934	-0.017	0.077	-0.676
O	10.468	16.261	26.246	-0.131	-0.422	0.25
O	2.098	1.315	23.446	-0.132	-0.648	-0.006
N	4.966	0.127	32.243	-0.06	0.045	-0.038
O	14.71	6.571	28.918	-0.052	-0.62	-0.572
O	7.846	8.685	30.552	-0.429	-0.073	-0.477
O	2.402	10.06	28.308	-0.113	-0.493	-0.087
O	4.44	4.881	23.81	0.17	-0.091	0.267
O	2.664	2.097	19.56	0.096	0.524	-0.056
O	1.765	8.24	26.512	0.62	0.192	-0.091
O	10.792	11.61	17.639	0.046	-0.035	0.359
N	12.107	5.157	24.89	-0.112	0.024	-0.085
O	7.179	8.782	25.098	-0.149	-0.015	0.235
O	7.952	6.367	24.578	-0.216	0.016	0.064
O	8.731	7.428	32.686	0.659	-0.472	0.069
O	14.264	12.069	33.199	0.331	-0.393	0.361
O	16.199	7.002	25.292	0.047	-0.24	-0.404
O	10.483	12.986	30.861	-0.242	0.368	-0.604
O	3.035	2.028	32.853	0.494	0.331	-0.141
O	2.389	15.693	32.977	-0.377	0.259	-0.122
O	15.589	4.297	31.436	-0.09	-0.579	-0.069
O	9.591	11.309	28.926	-0.345	0.183	-0.341
O	10.438	15.26	32.456	0.012	0.117	-0.651
O	1.473	9.481	33.429	-0.028	-0.036	-0.214
O	13.579	8.659	29.714	0.309	0.137	-0.673
O	14.002	6.202	26.484	0.394	-0.212	0.25
O	4.921	10.818	32.378	-0.462	-0.164	-0.097
O	13.21	9.178	32.053	-0.097	-0.211	-0.223

Results
total energy: -129549.907 eV
total energy less fixed offsets of N -271.95, O -438.35, Si -107.03 eV per atom: 10.673 eV
